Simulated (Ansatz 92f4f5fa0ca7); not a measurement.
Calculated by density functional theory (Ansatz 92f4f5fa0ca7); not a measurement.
Periodic cell of 224 atoms, Si128O64H32, with a vacuum gap, from a study of silicon, its oxide and their interface. The atomic structure is a simulated model.

Settings
functional: r2SCAN
potential files: Ansatz PAW
basis: plane waves
wave-function cutoff: 800 eV
density cutoff ratio: 5
exchange-correlation grid ratio: 1
k mesh: 1 x 1 x 1, shifted by 0.5 0.5 0 of a step
self-consistency stop: 1e-11 eV per atom in the density residual
occupations: fixed
spin: none
net charge: 0
applied field: sawtooth along c, amplitude -0.015 V/angstrom in the program's sign convention, ramp centred at 0.9878 of c and 0.0244 of c wide, no dipole correction

Cell vectors (angstrom)
a 10.888 0 0
b 0 10.888 0
c 0 0 40.9797

Atoms: element, x, y, z (angstrom)
Si 0.495 -0.5881 26.0755
Si 4.1092 4.0398 27.3669
Si -1.5763 4.0812 27.1715
Si 2.2343 8.6768 26.2195
Si 5.5433 3.0637 21.5312
Si 10.1806 5.65 25.7111
Si 8.3452 8.196 26.229
Si 12.3614 5.6475 21.4552
Si 1.3393 1.4036 27.0429
Si 5.49 5.1377 25.8369
Si 1.457 6.8422 27.3777
Si 4.0171 9.612 27.3363
Si 6.767 1.36 27.2122
Si 7.7819 2.9546 25.7978
Si 3.5601 4.5493 23.5471
Si 9.6416 9.5709 27.511
Si -0.0472 2.7588 28.4383
Si 2.6351 0.1016 28.6316
Si -0.0007 8.0788 28.7814
Si 2.7734 5.4413 28.683
Si 5.4543 2.6763 28.6912
Si 8.1646 0.0785 28.632
Si 5.3875 8.1808 28.5939
Si 8.0129 5.474 28.5684
Si 1.3175 4.0648 29.9078
Si 4.0418 1.3611 30.0202
Si 1.3598 9.5422 30.0142
Si 4.0952 6.8303 30.0262
Si 6.777 4.0919 30.0085
Si 9.5389 1.4372 29.939
Si 6.7983 9.5352 29.939
Si 9.4312 6.7483 30.0015
Si -0.0299 0.0235 31.3237
Si 2.6752 2.7391 31.3345
Si -0.0315 5.4065 31.3067
Si 2.7272 8.1898 31.3624
Si 5.4269 -0.0183 31.323
Si 8.1868 2.7544 31.3361
Si 5.4399 5.452 31.379
Si 8.136 8.1694 31.3382
Si 1.3461 1.3528 32.6988
Si 4.0538 4.0876 32.7043
Si 1.3408 6.7867 32.6562
Si 4.0991 9.5218 32.7126
Si 6.808 1.3602 32.6546
Si 9.5462 4.0715 32.7153
Si 6.8194 6.8011 32.7263
Si 9.5161 9.5278 32.6872
Si 0.0021 2.7088 34.0699
Si 2.7271 -0.004 34.047
Si 0.009 8.1459 34.0319
Si 2.7094 5.4616 34.0527
Si 5.4542 2.7125 34.0343
Si 8.139 -0.0091 34.0337
Si 5.4542 8.1637 34.0568
Si 8.1994 5.4285 34.0716
Si 1.3941 4.0592 6.9323
Si 4.1196 1.328 6.9253
Si 1.4032 9.4772 6.9145
Si 4.1004 6.8181 6.9269
Si 6.8184 4.0701 6.9382
Si 9.4936 1.3478 6.9111
Si 6.7987 9.5157 6.942
Si 9.5655 6.7829 6.9496
Si -0.0152 -0.0521 8.1807
Si 2.8064 2.7181 8.2704
Si 0.0648 5.4191 8.3041
Si 2.815 8.1864 8.3327
Si 5.4272 -0.0519 8.3383
Si 8.1302 2.6703 8.3182
Si 5.4725 5.4738 8.2751
Si 8.1481 8.1275 8.269
Si 1.4059 1.263 9.4653
Si 4.1779 4.1081 9.6448
Si 1.5125 6.7636 9.6313
Si 4.1477 9.5057 9.8306
Si 6.7271 1.3146 9.7073
Si 9.5374 4.0489 9.6023
Si 6.7852 6.833 9.7004
Si 9.5069 9.5065 9.5497
Si 0.1116 2.6319 10.7904
Si 2.6744 0.0491 11.0399
Si 0.0674 8.1533 10.7766
Si 2.8743 5.4272 11.0876
Si 5.4389 2.7443 11.1195
Si 8.1324 -0.0893 10.9639
Si 4.3798 6.5425 12.6362
Si 8.1678 5.4139 10.9453
Si 1.6323 3.7594 12.176
Si 3.4268 1.9668 12.2316
Si 1.2507 9.5081 12.2804
Si 5.5413 8.1386 11.288
Si 7.0774 3.9416 12.4448
Si 9.6432 1.2488 12.1097
Si 6.4698 11.2744 15.1313
Si 9.1215 8.3039 13.6177
Si 0.3809 1.3836 18.1501
Si 4.4805 2.4568 14.9088
Si -1.861 3.0356 13.4696
Si 3.0633 7.7268 14.1299
Si 7.1179 -1.4866 12.6456
Si 12.436 5.9923 16.3782
Si 5.7411 5.0437 13.988
Si 9.7689 6.6336 12.098
Si 5.1257 -10.655 25.9768
Si -4.2458 -4.0463 27.1246
Si 21.2828 32.1673 13.4877
Si -18.955 -5.6229 19.0311
Si -2.8614 -9.1656 22.9727
Si 9.3644 11.9528 15.7657
Si -8.2079 10.277 18.4553
Si 7.3471 18.5635 21.8411
Si -32.8956 37.4926 13.4005
Si 1.0449 8.8662 23.6237
Si -6.3941 31.1067 16.1642
Si -14.865 14.0726 18.9641
Si -0.8611 6.3571 22.9094
Si 7.4882 5.345 16.7005
Si -19.1989 14.1974 17.0096
Si -34.3084 12.4841 20.2233
Si 2.454 30.3237 21.0647
Si -15.2654 18.903 17.8342
Si -33.3496 6.0661 15.4616
Si -5.7269 33.5852 19.592
Si -3.9102 9.8255 23.9139
Si 7.536 31.6678 19.6951
Si -18.7285 13.4728 25.8622
Si 26.7042 -3.7011 20.3606
O -16.9918 1.7647 20.922
O -15.6074 25.6471 20.2511
O -5.5648 -11.0674 16.1178
O -2.3571 17.6598 22.4627
O 18.382 20.148 18.1884
O -6.3676 5.4554 24.5289
O -4.8032 21.4366 20.0297
O 1.2949 21.8425 17.9913
O 4.5055 3.9246 22.394
O -29.3625 -1.475 17.2409
O -7.1038 33.1442 18.8956
O -6.8649 8.1837 21.2666
O -1.4538 7.0914 25.7419
O 9.5009 -3.3536 15.0754
O -0.1049 16.4087 21.7505
O 5.6408 10.3743 24.6221
O 2.4325 17.8391 15.4098
O 2.222 -2.5914 24.6018
O -17.7274 -4.9144 19.788
O -19.4825 9.3418 19.6913
O -23.6068 27.0122 16.2971
O 6.034 -9.0251 18.5878
O -8.4829 5.3861 22.767
O 6.4371 21.3678 13.7163
O -13.3912 2.7385 19.4618
O 8.6637 -10.7557 19.8413
O 12.8783 15.3407 16.0155
O 23.6447 -24.347 13.232
O 6.0229 12.8312 14.9757
O 22.6097 27.661 26.1705
O -9.6006 13.4914 17.6412
O 4.5523 4.0179 14.4866
O 6.5677 -16.3038 15.354
O 1.6652 -14.6169 20.928
O -12.595 1.8372 21.8327
O -11.7324 5.2898 24.1373
O -28.5704 1.3883 25.4511
O -26.0469 30.377 22.9417
O 16.363 18.8501 19.0661
O -14.74 14.9924 17.6425
O 6.6574 4.0776 25.3408
O 7.3416 -15.1104 17.6202
O 12.677 9.3827 22.2788
O 7.9778 20.1071 25.018
O -7.4687 25.7883 18.2028
O -21.8967 12.5258 19.6725
O 17.0847 6.7021 21.2391
O 12.7325 15.5883 20.1989
O -22.7382 1.2816 17.2518
O -8.8753 27.9781 17.9492
O -11.2857 -10.7194 15.003
O -24.72 0.2759 15.7763
O -25.9304 67.883 22.4935
O 3.8975 30.7712 14.712
O -1.814 -8.3968 15.0396
O 2.8135 36.0828 24.461
O 5.6022 8.2042 16.5138
O -7.1703 12.4482 13.799
O 0.2961 10.088 24.4203
O 7.9102 8.6709 20.696
O -0.0258 7.7068 23.2593
O -14.0851 11.0309 23.115
O -24.2188 24.0902 24.4318
O -18.1865 2.3185 16.2473
H -0.8302 1.8976 35.0023
H 0.8363 3.518 35.0023
H 3.567 0.7994 34.9794
H 1.9307 -0.8503 34.9794
H -0.8031 7.3145 34.9643
H 0.8495 8.9485 34.9643
H 1.9144 4.6139 34.9852
H 3.5415 6.273 34.9852
H 6.278 3.5323 34.9668
H 4.6476 1.8757 34.9668
H 7.3242 -0.8378 34.9661
H 8.9601 0.8134 34.9661
H 6.2737 8.9877 34.9892
H 4.6299 7.3443 34.9892
H 9.0248 6.2468 35.0041
H 7.3709 4.6135 35.0041
H 0.56 3.2499 5.9999
H 2.1892 4.9069 5.9999
H 4.9262 2.1647 5.9929
H 3.2798 0.5246 5.9929
H 0.5627 8.6746 5.9821
H 2.1997 10.3235 5.9821
H 4.9247 7.6374 5.9945
H 3.2684 6.0067 5.9945
H 7.6469 4.8851 6.0058
H 5.9946 3.2503 6.0058
H 8.6725 0.5253 5.9787
H 10.3259 2.159 5.9787
H 7.6135 10.3444 6.0096
H 5.9792 8.6916 6.0096
H 8.7402 5.9647 6.0171
H 10.3777 7.6143 6.0171

Results
free energy: -118874.959 eV
free energy less fixed offsets of H -15.71, O -570.45, Si -639.56 eV per atom: 0.241 eV

Forces (eV/angstrom), in the order of the atoms: element, x, y, z
Si -0.0042 -0.0084 -0.0403
Si 0.0013 -0.0041 0.0088
Si 0.0011 0.0028 0.0097
Si 0.0093 -0.0051 -0.0314
Si 0.0034 -0.0131 -0.1233
Si 0.0005 0.0119 -0.0714
Si 0.0023 -0.0022 -0.0447
Si 0.0135 -0.0074 -0.1155
Si 0.0028 -0.0022 0.0031
Si -0.0105 -0.0003 -0.0453
Si -0.0063 -0.0029 -0.0112
Si -0.0016 0.0028 -0.0069
Si -0.0023 0.0031 -0.0024
Si 0.0063 -0.0153 -0.0563
Si -0.0045 0.0108 -0.1273
Si 0.0001 -0.0045 0.0015
Si -0.0076 0.0079 -0.0137
Si 0.0073 -0.0093 -0.0144
Si 0.0031 -0.0015 -0.0108
Si 0.002 0.0085 -0.0111
Si 0.0056 -0.005 -0.0136
Si -0.0045 -0.0021 -0.0156
Si -0.0072 0.0048 -0.0124
Si 0.0029 0.0012 -0.0127
Si 0.008 -0.006 0.0124
Si -0.009 0.0018 0.0044
Si 0.0018 0.0089 0.0055
Si 0.0087 -0.0027 0.0023
Si -0.0028 0.0041 0.008
Si 0.0078 -0.0079 0.0106
Si -0.0029 -0.0127 0.0052
Si -0.0107 0.0046 0.0081
Si 0.0019 -0.012 0.0219
Si 0.0153 -0.0104 0.0281
Si -0.0087 0.0114 0.0299
Si 0.0191 -0.0137 0.0152
Si 0.0064 -0.0094 0.0157
Si -0.0197 0.0175 0.0258
Si -0.015 0.0151 0.0115
Si -0.0177 0.0191 0.0239
Si 0.01 0.0144 0.1756
Si 0.0203 0.0074 0.1603
Si 0.0389 0.0421 0.1834
Si -0.0099 0.0062 0.1788
Si -0.0126 -0.021 0.1819
Si -0.0174 -0.0299 0.2042
Si -0.0086 -0.0326 0.1601
Si -0.0006 -0.0156 0.1627
Si 0.0244 -0.0617 0.3463
Si 0.0437 -0.0461 0.2983
Si -0.0927 0.09 0.1788
Si -0.0099 -0.1335 0.2468
Si -0.1071 0.0226 0.1595
Si 0.1022 0.0334 0.2619
Si -0.0125 -0.0588 0.4613
Si -0.0979 0.1315 0.2967
Si 0.0754 -0.0027 -0.3438
Si -0.0256 -0.0022 -0.257
Si -0.0193 0.0726 -0.2667
Si 0.198 0.1006 -0.3202
Si 0.0189 0.063 -0.1709
Si -0.0094 -0.078 -0.3899
Si -0.0453 -0.1211 -0.2405
Si -0.038 -0.036 -0.2122
Si 0.0158 0.0034 -0.1756
Si -0.0144 -0.0001 -0.163
Si -0.0173 0.0082 -0.1724
Si 0.0129 0.0164 -0.1989
Si 0.0062 -0.0071 -0.1946
Si -0.0068 0.0183 -0.1865
Si 0.0323 0.0183 -0.1711
Si -0.023 -0.0248 -0.1623
Si -0.0019 0.0015 -0.003
Si 0.0016 -0.0139 -0.0241
Si -0.0133 -0.0073 -0.0236
Si -0.0125 -0.004 -0.0398
Si 0.014 0.0053 -0.022
Si 0.0155 -0.0078 -0.0199
Si 0.0077 -0.0039 -0.0163
Si 0.0094 0.0021 -0.0177
Si 0.0122 -0.0189 -0.01
Si -0.0266 0.0153 -0.0029
Si -0.0058 0.0013 -0.0109
Si -0.002 -0.0124 -0.0066
Si -0.0098 0.011 -0.0016
Si 0.0137 -0.0037 -0.0087
Si -0.0043 0.0083 0.0183
Si -0.0035 0.005 -0.0062
Si -0.0023 0.0038 0.0221
Si -0.0007 0.0041 -0.0237
Si -0.003 0.0133 0.0006
Si 0.0146 -0.0086 -0.0074
Si -0.0006 0 0.0167
Si -0.0004 -0.0035 0.0205
Si 0.0129 0.0043 -0.0803
Si -0.0011 -0.0025 -0.0324
Si -0.007 0.0091 -0.099
Si 0.0073 0.0044 -0.0901
Si -0.013 -0.0056 -0.04
Si -0.0115 -0.0087 -0.0788
Si 0.0056 -0.0185 -0.0069
Si -0.0338 0.0201 -0.0917
Si -0.0057 -0.0009 -0.0698
Si -0.0081 0.0151 0.0192
Si 0.0039 -0.0149 -0.0412
Si 0.004 0.0034 -0.0049
Si 0.0057 0.0044 -0.0407
Si -0.0077 -0.0002 -0.1339
Si 0.0021 0.0075 -0.1277
Si -0.0037 0.0036 -0.1086
Si 0.0005 0.0036 -0.1058
Si -0.0116 -0.0016 -0.1101
Si 0.0199 0.0046 0.0024
Si 0.0051 -0.0158 -0.1214
Si 0.0014 0.0125 -0.0928
Si 0.006 0.0184 -0.1151
Si -0.0091 0.0044 -0.1048
Si 0.0215 0.009 -0.1226
Si 0.0067 0.0001 -0.0982
Si 0.0163 -0.003 -0.1134
Si 0.0247 0.002 -0.1178
Si 0.005 -0.0236 -0.11
Si 0.0112 0.0128 -0.0633
Si -0.0084 -0.0048 -0.0908
Si 0.005 -0.009 -0.1067
Si -0.0121 0.0076 -0.1
Si 0.0054 0.0118 -0.0477
Si -0.0046 -0.0022 -0.1031
O 0.004 0.0273 0.0526
O -0.0178 -0.0015 0.0673
O -0.0169 -0.0183 0.0476
O 0.0248 -0.009 0.0406
O 0.0053 0.0173 0.0612
O 0.0319 0.0058 0.0711
O 0.0025 -0.0015 0.0377
O 0.0099 -0.0089 0.036
O -0.0289 0.0208 0.0695
O -0.0248 0.0129 0.07
O 0.0167 0.0082 0.0432
O -0.011 0.007 0.0436
O -0.0077 0.0031 0.0313
O -0.0002 -0.0165 0.0472
O -0.0208 0.0102 0.0483
O -0.0179 0.0164 0.0559
O -0.0088 -0.0136 0.0451
O 0.0137 0.0003 0.0697
O 0.0158 0.0143 0.0451
O -0.0055 -0.0286 0.0735
O -0.0367 -0.0103 0.0456
O -0.0044 -0.0024 0.042
O 0.0241 -0.0149 0.0683
O -0.015 0.0273 0.0441
O 0.0094 -0.012 0.0422
O -0.0015 0.0047 0.0361
O 0.0171 -0.0182 0.0464
O 0.0294 -0.0262 0.0244
O -0.0008 -0.0087 0.0376
O 0.0016 0.0061 0.0311
O -0.0129 -0.0147 0.0409
O -0.006 -0.0126 0.0375
O 0.0233 0.0078 0.0756
O -0.009 -0.0028 0.0457
O -0.0197 0.0055 0.0847
O -0.0042 -0.0115 0.0809
O -0.0046 0.0048 0.0246
O -0.0018 0.0308 0.0683
O -0.0212 -0.0074 0.0714
O -0.0133 -0.0343 0.0736
O -0.0013 0.0038 0.0254
O -0.0149 0.0273 0.0448
O -0.0271 0.0052 0.0843
O 0.0156 -0.0216 0.0638
O 0.005 0.0175 0.0616
O -0.0244 0.002 0.0642
O 0.0241 0.0027 0.0543
O -0.0201 0.0091 0.0785
O 0.026 0.0047 0.0794
O 0.0379 -0.0135 0.0929
O -0.0046 0.0211 0.0608
O -0.0002 -0.0024 0.0299
O 0.0225 -0.0119 0.0601
O 0.013 0.0187 0.0499
O 0.0011 -0.0231 0.0542
O -0.007 -0.0303 0.0742
O 0.0168 -0.0069 0.0496
O 0.0117 -0.0014 0.0535
O -0.0055 0.0253 0.0762
O 0.0002 -0.0266 0.0628
O 0.0091 0.0171 0.0437
O -0.0081 -0.017 0.0493
O -0.0048 0.0237 0.0853
O -0.0234 0.0062 0.0545
H 0.2915 0.2754 -0.2521
H -0.2914 -0.279 -0.2599
H -0.3568 -0.2412 -0.2557
H 0.2459 0.3212 -0.249
H 0.2811 0.3558 -0.274
H -0.2782 -0.2717 -0.2803
H 0.2238 0.3455 -0.2587
H -0.3476 -0.2335 -0.2942
H -0.2947 -0.2646 -0.2965
H 0.3105 0.2931 -0.2616
H 0.2985 0.3624 -0.2805
H -0.2849 -0.2675 -0.273
H -0.3355 -0.3425 -0.2337
H 0.2945 0.3075 -0.2473
H -0.3275 -0.3237 -0.2368
H 0.2893 0.2762 -0.2613
H 0.3136 0.204 0.2909
H -0.2723 -0.3131 0.2449
H -0.1229 -0.4618 0.2499
H 0.2589 0.3091 0.2753
H 0.5063 0.1083 0.2349
H -0.2576 -0.3127 0.2544
H -0.3118 -0.3876 0.1975
H 0.2057 0.3122 0.3017
H -0.2129 -0.3576 0.2587
H 0.2247 0.3623 0.2724
H 0.3052 0.3645 0.2141
H -0.3521 -0.15 0.2776
H -0.3169 -0.2821 0.3041
H 0.2759 0.3839 0.2474
H 0.3719 0.1887 0.2676
H -0.3535 -0.2602 0.2846

The program warned: the cutoff lies below the one the program advises for these potential files; the forces do not sum to zero within the program's tolerance; empty levels may hold ghost states of the PAW files; the exchange-correlation potential is rough where the density is thin.
